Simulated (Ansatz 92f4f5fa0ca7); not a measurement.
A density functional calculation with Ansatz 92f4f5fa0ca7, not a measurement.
Periodic cell of 363 atoms, Si241O122, from a study of silicon, its oxide and their interface. The atomic structure is a simulated model.
Doubt: the cutoff is far below the 930 eV that the study's wrapper takes by default for these files, so forces and energies are approximate.

Settings: functional PBE; potential files Ansatz PAW; basis plane waves; wave-function cutoff 580 eV; density cutoff ratio 5; exchange-correlation grid ratio 1; k mesh 1 x 1 x 1, Gamma-centred; self-consistency stop 5e-08 eV per atom in the density residual; occupations fixed; spin none; net charge 0.

Cell vectors (angstrom)
a 11.6015 0 0
b 0 13.3963 0
c 0 0 41.1137

Atoms and the computed forces on them: element, x, y, z (angstrom), force x, y, z (eV/angstrom)
Si 0 2.2327 1.1851 0.0026 -0.0073 -0.0017
Si 3.8672 2.2327 1.1851 -0.0041 0.0066 0.0337
Si 7.7343 2.2327 1.1851 0.0071 0.0133 -0.0091
Si 1.9336 5.5818 1.1851 0.0133 0.0321 0.0006
Si 5.8008 5.5818 1.1851 0.0044 0.0079 0.0146
Si 9.6679 5.5818 1.1851 -0.0064 0.0255 0.0053
Si 0 8.9308 1.1851 0.0097 0.0105 -0.009
Si 3.8672 8.9308 1.1851 -0.0064 0.0145 -0.0044
Si 7.7343 8.9308 1.1851 0.0041 0.0137 0.0287
Si 1.9336 12.2799 1.1851 -0.0203 0.0072 0.0077
Si 5.8008 12.2799 1.1851 0.0001 -0.0147 0.0106
Si 9.6679 12.2799 1.1851 0.0103 0.0024 0.0209
Si 1.9336 1.1164 1.9745 -0.0709 -0.0278 0.0052
Si 5.8008 1.1164 1.9745 0.0629 0.0046 -0.005
Si 9.6679 1.1164 1.9745 -0.0068 -0.0643 -0.0043
Si 0 4.4654 1.9745 0.0093 0.0004 -0.0194
Si 3.8672 4.4654 1.9745 -0.0285 -0.0096 -0.0022
Si 7.7343 4.4654 1.9745 -0.0018 -0.0348 -0.0012
Si 1.9336 7.8145 1.9745 -0.0392 -0.008 0.0142
Si 5.8008 7.8145 1.9745 -0.024 -0.0059 -0.0052
Si 9.6679 7.8145 1.9745 0.0107 -0.0363 0.002
Si 0 11.1635 1.9745 0.0308 -0.0223 0.0076
Si 3.8672 11.1635 1.9745 0.0376 -0.0508 0.0027
Si 7.7343 11.1635 1.9745 -0.0248 -0.004 0.0074
Si 1.9336 1.1164 4.3426 -0.1806 -0.031 0.1115
Si 5.8008 1.1164 4.3426 0.1826 -0.0229 0.1541
Si 9.6679 1.1164 4.3426 -0.0349 -0.2556 0.1152
Si 0 4.4654 4.3426 0.0693 -0.0059 -0.0122
Si 3.8672 4.4654 4.3426 -0.0843 -0.0251 -0.0025
Si 7.7343 4.4654 4.3426 -0.0498 -0.107 -0.0271
Si 1.9336 7.8145 4.3426 -0.0615 -0.0584 -0.065
Si 5.8008 7.8145 4.3426 -0.0672 -0.0349 0.1298
Si 9.6679 7.8145 4.3426 0.0233 -0.0879 0.0946
Si 0 11.1635 4.3426 0.0528 -0.0736 0.0909
Si 3.8672 11.1635 4.3426 0.0681 -0.1532 0.0629
Si 7.7343 11.1635 4.3426 -0.0475 -0.0497 0.2941
Si 0 0 36.7732 0.0351 -0.0003 -0.0567
Si 3.8672 0 36.7732 0.0055 -0.0744 0.1353
Si 7.7343 0 36.7732 -0.0623 0.0426 0.1056
Si 1.9336 3.3491 36.7732 -0.0398 0.0346 0.2097
Si 5.8008 3.3491 36.7732 0.0238 -0.0068 0.2398
Si 9.6679 3.3491 36.7732 0.0694 0.1502 0.1393
Si 0 6.6981 36.7732 -0.065 0.2126 -0.1694
Si 3.8672 6.6981 36.7732 0.1554 0.3025 -0.2808
Si 7.7343 6.6981 36.7732 -0.0459 0.3139 -0.2378
Si 1.9336 10.0472 36.7732 0.0461 0.085 -0.0912
Si 5.8008 10.0472 36.7732 -0.0913 -0.0408 -0.1898
Si 9.6679 10.0472 36.7732 0.0099 -0.0907 -0.386
Si 0 0 39.1413 0.0083 0.0051 0.0214
Si 3.8672 0 39.1413 0.0008 -0.0561 -0.0105
Si 7.7343 0 39.1413 -0.0134 0.0254 0.0021
Si 1.9336 3.3491 39.1413 -0.0198 0.0125 -0.0019
Si 5.8008 3.3491 39.1413 0.013 -0.0108 -0.0018
Si 9.6679 3.3491 39.1413 0.0321 0.0751 0.0031
Si 0 6.6981 39.1413 -0.028 0.073 0.0033
Si 3.8672 6.6981 39.1413 0.0919 0.1327 0.022
Si 7.7343 6.6981 39.1413 -0.0197 0.1109 0.0096
Si 1.9336 10.0472 39.1413 -0.0025 0.0294 -0.0018
Si 5.8008 10.0472 39.1413 -0.0393 -0.0088 0.0101
Si 9.6679 10.0472 39.1413 0.0144 -0.0712 0.0109
Si 0 2.2327 39.9307 -0.0127 0.0199 0.0103
Si 3.8672 2.2327 39.9307 0.0032 -0.0062 -0.0044
Si 7.7343 2.2327 39.9307 -0.0001 -0.0001 0.0097
Si 1.9336 5.5818 39.9307 -0.016 -0.0439 -0.0521
Si 5.8008 5.5818 39.9307 -0.0037 -0.0181 -0.0173
Si 9.6679 5.5818 39.9307 0.0044 -0.0412 -0.0076
Si 0 8.9308 39.9307 0.0005 -0.0096 0.0011
Si 3.8672 8.9308 39.9307 0.0043 -0.0169 0.0207
Si 7.7343 8.9308 39.9307 -0.0068 -0.0217 -0.0109
Si 1.9336 12.2799 39.9307 0.0237 -0.0051 0.0069
Si 5.8008 12.2799 39.9307 -0.0054 0.015 0.0037
Si 9.6679 12.2799 39.9307 -0.0107 0.0113 -0.0512
Si -0.2184 -0.0585 29.4039 0.0341 -0.1364 -0.6531
Si 3.8806 2.4726 30.4119 -0.2444 -0.383 0.3832
Si 7.6455 0.3502 29.7973 -0.1199 0.1096 -0.5346
Si 1.9386 3.6071 29.7256 0.1745 0.0102 -0.4367
Si 5.7731 3.5845 29.5158 -0.1218 0.0988 -0.8632
Si 9.6361 3.9836 30.7261 -0.1577 -0.0084 0.0665
Si 0.0856 7.6013 28.7661 -0.3112 0.3785 -0.2191
Si 2.4981 7.4159 29.0169 0.3504 0.0098 -0.2722
Si 7.9958 9.6077 28.6318 0.1846 0.173 0.0904
Si 1.6128 10.473 29.728 -0.1215 0.2339 -0.4422
Si 5.0649 10.6262 29.2409 0.3884 -0.0426 -0.5828
Si 9.0848 10.2094 30.5456 -0.0566 -0.1127 0.0846
Si -0.0273 2.7028 30.6335 -0.2358 -0.1187 0.0996
Si 3.7865 0.3139 29.6238 0.0962 0.616 -0.2633
Si 7.6819 2.5824 30.5399 0.2841 0.0398 0.2831
Si 2.7875 5.6414 30.5111 -0.1636 -0.0096 0.3693
Si 5.206 5.5883 30.5511 0.0073 0.0279 0.1295
Si 9.6432 5.1733 28.7995 0.1518 -0.4928 0.0734
Si -0.3264 9.2928 30.3868 0.1115 -0.0521 0.3228
Si 3.4739 9.1868 30.3172 0.0944 -0.0237 0.1657
Si 7.1367 6.8601 28.6423 -0.0304 0.1151 -0.4755
Si 1.8206 12.6641 30.3944 -0.2161 0.1196 0.2695
Si 5.6819 12.5769 30.4255 -0.0067 -0.2664 0.3438
Si 9.4783 12.4906 30.5625 0.1957 -0.0125 0.2926
Si 0.0517 2.2966 32.9489 0.0511 -0.1883 -0.1993
Si 3.8816 2.3811 32.8303 0.0468 -0.0372 -0.0886
Si 7.6273 2.3413 32.8968 -0.0716 -0.121 0.0526
Si 2.0173 5.6719 32.8099 -0.0694 0.0502 -0.097
Si 5.8054 5.6995 32.8512 0.0798 -0.1561 -0.0562
Si 9.6583 5.4391 32.7279 0.0186 -0.0854 -0.0736
Si 0.0113 8.9379 32.7491 0.1115 0.1217 -0.1609
Si 3.872 9.01 32.6834 -0.141 0.0563 0.026
Si 7.9496 9.1607 32.5952 -0.0693 0.1318 -0.0172
Si 1.8829 12.3996 32.7948 0.1031 -0.0629 -0.1038
Si 5.7605 12.3485 32.8025 -0.001 -0.0326 -0.039
Si 9.6516 12.4776 32.9205 0.0286 0.0285 -0.042
Si 1.9845 1.1916 33.6668 -0.0833 0.0454 -0.0717
Si 5.7441 1.1547 33.6538 0.0638 0.1325 -0.0911
Si 9.6391 1.2946 33.6864 -0.0143 -0.099 -0.1746
Si 0.0423 4.5439 33.6352 0.1937 0.0465 -0.2144
Si 3.9025 4.5885 33.7147 -0.0448 -0.1221 -0.0246
Si 7.7181 4.5482 33.6847 -0.1808 -0.1071 -0.0555
Si 1.979 7.8944 33.5843 -0.0053 0.0021 -0.0434
Si 5.9023 7.9934 33.426 -0.0043 0.0314 -0.1793
Si 9.6724 7.7917 33.4723 0.1742 -0.0752 -0.0626
Si -0.0316 11.2038 33.5891 -0.0551 0.0662 -0.1472
Si 3.8269 11.219 33.5516 -0.044 0.032 -0.099
Si 7.7385 11.2564 33.6376 0.0191 0.2416 -0.0621
Si 1.9419 1.1228 36.0117 0.0795 -0.0056 0.0169
Si 5.7941 1.1207 36.0069 -0.057 -0.0161 -0.0248
Si 9.6641 1.1285 36.0193 -0.0312 0.1064 0.0389
Si 0.0126 4.4831 35.9916 0.0161 -0.0363 0.0451
Si 3.8677 4.468 36.0425 0.0069 0.024 -0.016
Si 7.7291 4.4769 36.0214 -0.0222 0.0092 0.0354
Si 1.9342 7.8245 35.9664 0.0009 -0.0442 0.0092
Si 5.8146 7.8411 35.8775 0.0986 0.0269 0.1072
Si 9.6664 7.8016 35.901 -0.0351 -0.1135 0.0935
Si 0.0035 11.1696 35.9659 -0.0284 -0.0467 0.0362
Si 3.8643 11.1669 35.9483 -0.0415 -0.0301 0.0098
Si 7.7256 11.1719 35.9925 0.0199 0.0008 0.0468
Si -0.0055 -0.0184 5.1748 -0.0262 -0.0439 -0.0571
Si 3.867 0.0022 5.094 -0.0103 0.0194 -0.0076
Si 7.7358 -0.0107 5.1913 0.0005 0.0349 -0.1006
Si 1.931 3.3448 5.1458 0.0001 -0.057 0.0404
Si 5.7911 3.3549 5.1361 0.0134 0.0418 -0.0857
Si 9.6737 3.3378 5.1047 -0.0295 -0.0306 -0.1359
Si 0.0008 6.6898 5.1471 0.0179 0.0326 -0.0049
Si 3.8533 6.6925 5.1289 -0.0371 0.0508 -0.0244
Si 7.7302 6.6838 5.1262 0.0073 0.0579 0.0184
Si 1.9422 10.0362 5.141 0 0.0143 -0.0414
Si 5.7985 10.0335 5.1761 0.0367 0.0228 -0.0573
Si 9.6744 10.0384 5.1391 0.0289 0.0249 -0.0109
Si -0.0263 -0.1399 7.5669 0.0164 -0.0271 0.1322
Si 3.879 -0.0643 7.4345 0.0268 0.1181 0.0877
Si 7.7361 -0.0844 7.5939 -0.0365 -0.0624 0.0393
Si 1.8995 3.2574 7.5285 0.0738 0.0378 0.1714
Si 5.759 3.3406 7.4994 -0.1337 0.0794 0.0517
Si 9.6609 3.2215 7.4398 0.1262 0.0945 0.0807
Si -0.0208 6.6291 7.527 0.0122 -0.0544 0.1483
Si 3.7939 6.6564 7.4939 -0.111 -0.0682 0.1662
Si 7.6966 6.6092 7.4928 0.0135 -0.1527 0.0238
Si 1.9986 9.9741 7.5119 -0.0066 -0.0403 0.0841
Si 5.8017 9.9616 7.5701 0.0402 -0.0841 0.1707
Si 9.6926 9.9621 7.5105 0.0421 -0.0222 -0.0217
Si -0.0367 2.0878 8.3107 0.0497 0.148 -0.1897
Si 3.8733 2.1537 8.3052 -0.0686 0.0087 0.0449
Si 7.688 2.2066 8.2175 -0.0223 -0.0253 0.0247
Si 1.8772 5.4797 8.3965 0.0515 -0.0971 0.1181
Si 5.7189 5.5942 8.3151 0.0053 0.0335 0.0819
Si 9.6302 5.4362 8.2314 -0.0133 0.1185 -0.0533
Si 0.0714 8.8761 8.316 -0.0797 -0.0684 0.0688
Si 3.8791 8.8366 8.4299 -0.0421 -0.0191 0.0532
Si 7.781 8.8047 8.2836 0.0043 0.1179 -0.1635
Si 1.9869 12.1994 8.2777 -0.109 -0.0573 -0.0669
Si 5.7565 12.2093 8.3233 -0.0251 0.0591 0.2563
Si 9.6438 12.1259 8.4388 -0.114 -0.0115 -0.0104
Si 0.0499 1.9608 10.6628 -0.1155 -0.5021 0.0708
Si 3.8273 2.3344 10.6909 0.0413 -0.1818 -0.385
Si 7.5535 2.58 11.481 -0.1311 0.2474 0.6554
Si 1.8039 5.3383 10.8589 0.1069 0.3406 -0.2616
Si 7.1534 6.8483 11.8234 -0.4587 -0.0931 0.0181
Si 9.812 5.263 10.563 -0.0318 -0.2008 -0.1145
Si 0.2148 8.6939 10.6975 0.4767 -0.1465 -0.2334
Si 4.0002 8.2623 10.8093 -0.1999 -0.2025 -0.0433
Si 8.2486 8.6498 10.5682 0.0158 -0.1349 -0.1169
Si 2.6144 12.276 10.5455 -0.0187 -0.2655 0.1412
Si 5.0452 12.171 10.6355 0.4199 -0.0608 -0.4093
Si 9.363 11.6417 10.8092 0.3961 -0.0226 0.015
Si 2.032 0.9703 11.3598 -0.1837 0.3032 0.484
Si 5.545 1.5245 12.0449 -0.5785 -0.0251 0.1932
Si 8.9842 0.8816 12.1471 0.1744 -0.0334 0.3937
Si -0.0498 4.065 11.5103 -0.2655 0.2289 0.6337
Si 3.8669 4.4919 11.4663 0.0427 -0.0881 0.5197
Si 8.2362 4.7546 12.233 -0.2186 0.0299 -0.3887
Si 1.9638 7.5145 11.6663 0.0707 -0.0702 -0.2209
Si 5.2611 6.1853 10.6118 0.1343 0.386 -0.0006
Si 10.0481 7.4141 11.3059 0.527 0.1773 0.2117
Si 0.4127 10.5693 11.9954 -0.3021 -0.1476 0.3026
Si 5.0466 9.7673 12.4404 -0.0147 -0.2964 0.049
Si 6.6211 8.4025 13.4472 0.0324 -0.384 0.3147
O 5.123 1.4954 13.6531 0.1319 0.0289 -0.2724
O 11.0769 3.8222 13.1432 0.2823 0.099 -0.3117
O 5.6778 -2.5771 11.348 -0.166 0.1729 -0.063
O 1.8021 0.7653 13.008 0.0721 -0.0066 -0.3204
O 0.4066 10.2408 13.6328 0.1385 -0.0395 -0.374
O 13.4636 11.2349 11.6339 0.4326 0.2244 -0.1808
O 10.1636 7.3654 12.9789 -0.1351 -0.0949 -0.0434
O 4.3746 10.5369 13.7481 0.0558 -0.1528 -0.268
O 7.8826 9.2809 14.0274 0.0294 0.0705 -0.0461
O 4.1149 4.1266 13.1098 -0.1389 0.349 -0.0858
O 9.0072 0.7349 13.7863 -0.0211 -0.1071 -0.2102
O 5.9048 7.6433 14.709 -0.179 0.0667 0.2207
O 5.7133 3.775 27.7972 0.0906 -0.225 0.744
O 1.7018 3.6024 28.0619 0.0737 0.0823 0.3653
O 7.5068 0.4338 28.127 0.0513 -0.0439 0.3567
O 3.4723 7.2145 27.672 -0.1178 0.0234 0.2358
O 8.6833 9.9488 27.206 -0.12 -0.108 0.1542
O 6.6041 7.1038 27.0999 -0.1187 -0.001 0.3934
O 10.1001 4.5325 27.3625 -0.0146 0.1772 0.2347
O 6.3942 9.9052 28.5668 -0.2626 -0.034 0.104
O -0.8494 6.3139 29.2035 0.164 0.0564 -0.2271
O 1.7139 10.4516 28.0238 -0.0327 0.0306 0.2355
O -0.1719 12.9763 27.765 0.0723 -0.013 0.6354
O 4.2589 11.2241 27.9094 0.1164 0.0266 0.1954
Si 5.6577 4.2527 26.2291 0.0067 0.0488 -0.3716
Si 9.3379 10.2054 25.7394 -0.0584 0.0749 -0.158
Si 10.7862 12.7427 26.2897 -0.0586 -0.0075 -0.006
Si 1.6067 0.0068 14.4247 0.0134 0.0513 0.2413
Si 2.011 9.4227 22.35 -0.0064 0.0465 0.0937
Si 9.6284 6.852 21.0938 -0.0224 0.1826 0.1405
Si 1.1458 5.7035 24.8231 -0.0282 0.1021 -0.0054
Si 7.7516 10.6403 17.8231 0.0307 0.0399 -0.1238
Si 4.5846 10.7413 17.9989 0.1974 0.0072 -0.0022
Si 5.6455 1.4193 24.8092 0.0112 0.0967 0.0002
Si 10.4103 7.5017 25.8874 -0.024 -0.1544 -0.2593
Si 9.3055 13.2301 17.6274 0.0131 -0.2154 -0.0177
Si 8.7731 1.4196 20.2961 0.0588 -0.2137 0.0087
Si 4.1704 11.5614 15.0027 -0.0028 0.1603 0.1305
Si 4.4154 7.7479 18.5892 -0.0215 0.0736 0.0162
Si 11.4109 11.0923 14.904 -0.0217 0.1485 0.132
Si 9.7304 4.2763 14.0003 -0.0674 -0.0898 -0.1878
Si 2.87 11.0999 27.0545 -0.0885 -0.3823 0.0615
Si 8.9075 9.4509 15.2788 -0.1969 0.0423 0.1975
Si 4.1176 9.5087 24.715 0.0788 0.0603 -0.1446
Si 1.7671 11.5277 20.2883 -0.072 -0.0658 -0.0639
Si 8.0915 0.8966 26.692 0.0409 0.1404 -0.2335
Si 11.146 11.0919 22.102 0.0144 -0.0527 0.063
Si 10.5835 7.0814 14.5275 -0.0751 0.1818 0.0117
Si 3.2445 0.5889 26.4999 0.1288 0.0834 -0.303
Si 10.9943 0.302 23.557 -0.0723 -0.0577 0.0051
Si 1.0101 6.4403 21.9622 0.0623 0.0142 0.1995
Si 4.1335 13.2164 20.022 0.037 -0.0812 0.0538
Si 2.8641 2.0282 16.2905 0.0132 -0.2097 -0.074
Si 9.984 3.2952 26.3198 0.025 -0.0058 -0.1487
Si 1.9649 7.1118 14.025 0.1497 0.2073 -0.1756
Si 4.597 7.1318 15.5157 0.1348 0.1592 -0.2361
Si 8.6302 1.5326 15.1579 -0.1464 -0.049 0.0968
Si 9.8633 3.0898 23.2878 -0.1099 -0.0171 0.1351
Si 7.4692 6.5346 25.8237 0.1694 -0.0909 -0.2685
Si 7.2175 7.8355 22.9345 0.0059 0.1251 0.0452
Si 5.5058 0.8861 15.122 -0.0132 0.0353 0.0273
Si 1.272 3.0302 26.6029 -0.1324 0.1072 -0.1704
Si 6.517 13.489 22.1518 -0.0673 -0.025 0.191
Si 9.7956 9.5904 19.8219 0.0123 0.2303 -0.0644
Si 2.9749 5.5006 19.9771 -0.0211 0.0704 0.0745
Si 11.7112 1.9994 21.4141 -0.0091 -0.0042 0.0916
Si 2.6217 2.4515 19.356 -0.1172 -0.1301 -0.2007
Si 3.4316 4.6044 14.5262 0.0553 -0.2034 -0.2017
Si 5.6397 6.255 20.923 -0.0007 0.1725 0.2158
Si 11.7027 11.1747 17.9201 -0.0418 0.0567 0.0058
Si 6.8906 10.7128 23.7938 -0.0357 -0.045 -0.025
Si 8.1625 4.2729 20.9967 0.0603 -0.0102 0.2603
Si 3.7262 6.8196 26.1087 -0.088 -0.1125 -0.2845
O 7.8783 14.0595 21.4446 0.0349 0.051 -0.0639
O 5.8907 1.1987 23.2052 0.0438 -0.0026 -0.0844
O 1.5341 11.4887 18.6602 0.0368 -0.0022 0.0653
O 2.7984 12.6768 20.7808 -0.0172 0.0194 0.0139
O 9.4564 0.8865 16.4009 0.0175 0.1221 -0.154
O 0.3156 11.899 20.9166 0.0444 0.0661 -0.0255
O 2.2688 2.1838 17.7905 -0.0089 0.0321 0.091
O -0.2678 6.4945 25.0209 0.0244 -0.0086 0.0765
O 7.0507 4.9587 25.6842 -0.0311 -0.0002 0.1619
O 5.488 10.4001 24.5896 -0.0898 -0.0398 0.0807
O 3.2244 7.7835 14.8639 -0.0695 -0.0116 0.0058
O 10.0476 10.1446 21.3485 0.03 -0.0101 0.0296
O 11.6032 0.0496 25.0522 -0.0641 -0.0556 0.0815
O 5.6348 7.2273 19.5829 -0.0136 -0.0006 -0.073
O 11.181 3.3057 22.3029 0.0764 -0.0309 -0.0674
O 4.0696 10.7966 16.446 -0.0238 -0.0281 -0.091
O 0.553 0.8777 22.5432 -0.031 0.0712 -0.0045
O 9.944 8.8356 25.0658 -0.044 0.084 0.0811
O 0.426 10.7091 16.3825 0.0197 -0.0506 -0.0742
O 2.1157 5.4805 14.1301 0.0283 -0.0319 -0.0625
O 0.5568 7.4224 14.7698 -0.1596 -0.0698 0.0637
O 3.1202 3.9968 19.3838 0.0641 0.0931 -0.0036
O 7.0179 1.3978 15.4923 0.0833 0.0001 -0.026
O 0.1547 12.6645 14.5891 -0.0866 -0.0246 -0.1428
O 9.8048 10.7908 14.9982 0.0617 0.084 -0.1492
O 8.4411 10.2929 19.2564 0.0413 -0.1046 0.1002
O 6.7046 5.0099 20.9071 0.0152 -0.0868 -0.0735
O 9.8075 8.1229 15.4924 0.1034 -0.2154 -0.1362
O 6.1812 10.5917 18.0462 -0.0953 -0.0285 0.0668
O 11.0468 6.7903 21.8533 -0.0794 -0.0584 -0.0608
O 8.1125 9.5482 16.6854 0.0361 0.0114 -0.0588
O 4.1411 5.6509 21.1115 0.0135 -0.0602 -0.0244
O 5.4396 13.1675 20.9754 -0.0348 0.008 -0.1225
O 10.3701 1.4465 20.6547 -0.039 0.0463 -0.05
O 9.7966 1.4547 23.6025 0.0358 -0.0054 -0.0841
O 10.7511 12.5146 17.9232 -0.0044 0.0166 -0.0246
O 7.1608 9.4541 22.7886 0.0179 -0.0403 -0.0802
O 4.8596 7.5466 17.0462 0.0088 -0.0496 0.0249
O 10.4333 12.2335 23.0321 0.061 0.0267 -0.0604
O 0.6451 10.169 22.9268 -0.0152 0.0222 -0.0213
O 2.4493 12.5621 26.4767 -0.0952 -0.0031 0.068
O 4.479 7.9939 25.2375 -0.0064 -0.0326 0.1117
O 3.8322 1.3962 19.6861 0.0414 0.0086 0.0373
O 2.7674 12.3052 14.7032 0.0337 -0.1165 -0.1493
O 4.033 9.3545 18.7178 0.0002 -0.1439 0.0451
O 9.2605 13.2841 26.2535 -0.0209 -0.0206 0.0456
O 5.4098 12.643 15.0822 0.0379 -0.0299 -0.0716
O 4.4693 5.3646 26.0045 0.0151 0.0231 0.1193
O 10.1403 5.5572 14.9437 0.067 0.0379 0.0079
O 9.092 3.0985 14.9655 0.1846 0.1893 -0.0635
O 8.5537 3.729 22.5209 0.0134 0.0275 -0.086
O 3.0756 10.1168 25.7936 -0.0524 0.0926 0.1718
O 1.2881 4.2585 25.5325 0.0305 -0.143 0.1634
O 2.2812 10.0934 20.8821 0.0189 0.0378 -0.0867
O 1.7223 1.1125 15.5958 -0.0098 0.0182 -0.0345
O 9.6499 7.9701 19.905 -0.0075 -0.0955 -0.0614
O 10.9955 9.96 18.767 0.0024 -0.0798 -0.0147
O 1.4995 5.6507 20.6336 0.0186 -0.0239 -0.1492
O 9.2568 5.3827 20.4943 -0.0056 -0.0902 -0.1394
O 8.1547 10.8299 24.8143 0.0781 -0.0459 0.0573
O 3.1579 6.7267 18.8937 -0.0213 -0.0331 -0.0218
O 9.0416 6.6777 26.2048 -0.1041 0.0155 0.1823
O 6.805 12.1006 22.9585 0.0137 0.0442 -0.0724
O 10.6352 11.1599 25.9413 0.1409 0.0172 0.0604
O 2.2721 1.8434 26.1547 0.0529 -0.0513 0.1319
O 8.689 0.5993 18.9099 -0.066 0.119 0.1169
O 6.9349 0.8123 25.5749 0.0979 -0.0589 0.1171
O 8.5507 7.2544 22.2397 0.0954 -0.0644 -0.0836
O 8.2035 12.0935 17.2534 0.0365 0.0726 0.0064
O 7.1851 7.4059 24.4963 -0.0053 -0.0531 0.1776
O 3.3319 9.5883 23.2851 -0.0647 -0.0162 0.0063
O 4.4931 5.5118 15.3687 0.0838 -0.0811 0.0644
O 1.8134 7.8348 22.1472 0.0162 0.0195 -0.0462
O 4.39 1.4004 16.2212 0.0503 -0.0366 -0.0235
O 1.3231 2.2704 20.3601 0.0304 0.0463 0.0003
O 11.3516 2.4292 26.5434 0.0026 -0.0062 0.1003
O 8.2019 2.9392 20.0579 -0.0579 0.0809 -0.1035
O 4.3508 0.5675 25.2975 -0.1947 -0.15 0.2121
O 8.6753 2.4224 26.7221 -0.0287 0.0161 0.1397
O 9.9291 3.8149 24.7551 0.0136 -0.0814 0.1095
O 5.4063 2.987 25.2164 0.0227 0.1206 0.1464
O 2.9245 3.4245 15.4871 0.0378 0.1738 -0.0606
O 5.9114 7.2006 22.2163 -0.0532 -0.1081 -0.1056
O 1.3325 5.4782 23.2313 -0.0061 -0.006 -0.0803
O 2.2699 6.6975 25.4075 0.0454 0.1031 0.1093
O 4.3016 12.1732 18.7583 -0.0747 0.0528 -0.0158
O -5.6915 -6.5324 29.7 -0.267 -0.0642 0.1585
O 5.6838 -0.051 11.5856 -0.0123 -0.067 -0.0866
O 19.2513 2.3928 9.8563 0.0175 0.0713 -0.4334
O 8.5769 10.2241 11.0511 -0.2403 -0.0113 -0.044
O 8.2055 8.0216 28.9885 -0.106 -0.1786 -0.1235
O -0.4711 1.5777 29.448 0.0464 0.1534 0.4914
O -0.4153 7.9955 27.2348 0.2272 -0.0645 0.3107
O -0.7996 11.6068 11.6275 -0.1446 0.2241 -0.1504
O 10.4484 1.1517 11.4806 0.3056 0.0666 -0.3184
O 8.5079 12.8342 11.5171 -0.2927 0.1485 0.0856
O -7.7023 0.7389 27.9895 0.0346 -0.1875 0.2078
O 8.0222 5.4969 28.737 -0.0088 0.1798 -0.2164

Results
free energy: -222583.520 eV
free energy less fixed offsets of O -568.88, Si -635.61 eV per atom: 1.850 eV

The program warned: the cutoff lies below the one the program advises for these potential files; the exchange-correlation potential is rough where the density is thin.
